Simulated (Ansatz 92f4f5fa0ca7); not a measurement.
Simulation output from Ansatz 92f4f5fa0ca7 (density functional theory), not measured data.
Periodic cell of 225 atoms, Si132O91As2, from a study of silicon, its oxide and their interface. The atomic structure is a simulated model.
Doubt: the cutoff is far below the 930 eV that the study's wrapper takes by default for these files, so forces and energies are approximate.
This geometry differs little from another in the collection (a relaxation step or a small displacement).

Settings
functional: PBE
potential files: Ansatz PAW
basis: plane waves
wave-function cutoff: 580 eV
density cutoff ratio: 5
exchange-correlation grid ratio: 1
k mesh: 1 x 1 x 1, Gamma-centred
self-consistency stop: 5e-08 eV per atom in the density residual
occupations: fixed
spin: none
net charge: 0

Cell vectors (angstrom)
a	10.938	0	0
b	0	10.938	0
c	0	0	31.9494

Atoms and the computed forces on them: element, x, y, z (angstrom), force x, y, z (eV/angstrom)
Si	10.6322	0.0026	24.4238	-0.0139	-0.0084	0.0479
Si	5.0816	0.1281	24.6687	0.0035	0.0135	0.0226
Si	2.829	2.2977	24.5381	0.0182	0.0063	0.0429
Si	8.575	2.4372	24.5712	0.003	-0.0077	0.0282
Si	10.7132	5.5895	24.3385	0.0132	0.0224	0.0283
Si	5.1641	5.6171	24.4547	-0.0033	-0.0061	0.0439
Si	2.9938	7.9553	24.4135	-0.0004	-0.0123	0.0203
Si	8.4244	7.8323	24.4257	0.0132	0.0175	0.0451
Si	1.2982	1.1347	25.845	0.0012	0.0066	-0.0231
Si	6.8208	1.3297	25.7469	-0.0142	0.0003	-0.0012
Si	3.9935	4.0142	25.74	0.0052	-0.009	-0.0074
Si	9.6934	4.027	25.8544	-0.0081	-0.0015	-0.0111
Si	1.3444	6.7943	25.6747	-0.0161	-0.0031	0.0005
Si	6.8102	6.7239	25.7579	-0.0011	-0.002	-0.0216
Si	4.0068	9.4699	25.9596	0.0032	0.0162	-0.0107
Si	9.4894	9.4443	25.8106	-0.0086	-0.004	-0.0083
Si	2.6435	-0.128	27.291	0.0144	-0.0044	-0.0065
Si	8.1419	-0.065	27.1533	0.0369	0.0164	-0.0097
Si	0.0833	2.6613	27.21	-0.0168	-0.0135	0.0022
Si	5.4602	2.7244	27.12	-0.0214	-0.0155	0.0026
Si	2.6718	5.417	27.1155	0.0124	0.0215	0.0052
Si	8.1973	5.3709	27.1391	0.0051	-0.0001	0.0197
Si	0.0159	8.1517	27.136	0.0125	0.0075	0.0051
Si	5.5179	8.1464	27.1816	-0.0074	-0.0045	0.0093
Si	4.0884	1.3311	28.5043	0.0216	0.0155	-0.015
Si	9.5477	1.3307	28.5062	-0.0156	-0.0243	-0.008
Si	1.3882	4.0684	28.5666	0.0281	-0.007	0.0225
Si	6.8158	4.0636	28.5324	0.0034	-0.0065	0.0094
Si	4.0902	6.784	28.4903	-0.0089	-0.032	-0.0092
Si	9.5598	6.7855	28.4902	0.01	-0.0138	-0.0158
Si	1.3021	9.485	28.6228	-0.0362	-0.0337	0.0438
Si	6.8282	9.536	28.567	0.0011	-0.0085	0.0245
Si	-0.0285	-0.0037	29.9162	0.0187	-0.0131	-0.0165
Si	5.4644	-0.0045	29.8988	-0.0064	-0.0121	-0.0043
Si	2.7656	2.714	29.9058	-0.0125	0.0163	0.0013
Si	8.2027	2.7169	29.8912	-0.0139	0.0149	-0.0142
Si	-0.0003	5.4554	29.8932	-0.0188	0	-0.0051
Si	5.4642	5.4563	29.8907	0.003	-0.0057	-0.0014
Si	2.7559	8.1584	29.9086	-0.0152	0.0367	-0.022
Si	8.2273	8.1775	29.8919	-0.0143	0.0112	0.0082
Si	1.3673	1.3673	31.2657	0.0531	-0.0012	-0.0738
Si	6.8362	1.3673	31.2657	0.0534	-0.042	-0.0012
Si	4.1018	4.1018	31.2657	0.0906	-0.0859	0.0526
Si	9.5708	4.1018	31.2657	-0.0472	-0.1023	-0.0586
Si	1.3673	6.8362	31.2657	0.0116	-0.1877	0.0511
Si	6.8362	6.8362	31.2657	0.0662	-0.0195	-0.133
Si	4.1018	9.5708	31.2657	-0.0082	-0.0482	-0.0145
Si	9.5708	9.5708	31.2657	-0.1373	-0.1221	0.1258
Si	2.7345	0	0.6835	-0.0434	0.0602	-0.0197
Si	8.2035	0	0.6835	-0.0415	0.0374	-0.1461
Si	0	2.7345	0.6835	0.0652	0.0662	0.0002
Si	5.469	2.7345	0.6835	-0.129	0.1294	0.075
Si	2.7345	5.469	0.6835	-0.0691	-0.0986	-0.0553
Si	8.2035	5.469	0.6835	-0.0522	0.1693	-0.0526
Si	0	8.2035	0.6835	0.0195	0.1447	0.0336
Si	5.469	8.2035	0.6835	0.1163	0.1258	0.0737
Si	4.0837	1.3828	2.0645	-0.017	0.0123	-0.0042
Si	9.5821	1.3601	2.0369	0.0045	0.002	0.027
Si	1.3566	4.1238	2.0573	0.0347	-0.0223	-0.0056
Si	6.8109	4.1462	2.0342	0.0269	-0.032	0.0275
Si	4.0954	6.8402	2.0358	-0.0093	-0.0024	0.0188
Si	9.5691	6.8507	2.0568	-0.029	0.0149	0.0045
Si	1.3641	9.5948	2.0489	-0.0033	-0.0039	0.0348
Si	6.8298	9.6178	2.0499	0.0501	-0.0315	-0.0112
Si	0.0239	0.0359	3.4509	0.0078	0.0059	0.024
Si	5.4754	0.0473	3.4299	-0.0038	0.0182	-0.0445
Si	2.7135	2.7667	3.4423	-0.0198	0.0061	0.0039
Si	8.2259	2.7908	3.3238	0.0305	0.0113	-0.0356
Si	0.023	5.5178	3.4312	0.0293	0.0032	-0.0417
Si	5.4655	5.5231	3.4347	-0.0109	0.0353	-0.0097
Si	2.7473	8.2289	3.3825	-0.0055	0.0269	-0.0151
Si	8.2379	8.2876	3.4033	0.0027	0.0873	-0.01
Si	1.3358	1.4311	4.868	-0.0105	0.0621	0.02
Si	6.8687	1.4964	4.7032	-0.0686	0.0516	-0.0217
Si	4.0775	4.1496	4.7948	-0.0563	-0.0451	-0.051
Si	9.5692	4.1272	4.7208	-0.0216	-0.0226	0.0426
Si	1.3795	6.9275	4.7928	0.0297	0.0172	0.0528
Si	6.8105	7.0076	4.7374	0.0313	0.0119	-0.039
Si	4.1081	9.5791	4.7563	0.0478	-0.0614	-0.0474
Si	9.6403	9.6024	4.8488	0.0015	-0.1032	0.0325
Si	2.7799	0.0017	6.1014	-0.0759	0.0268	0.116
Si	8.2386	0.1498	6.0309	0.0462	-0.0372	0.0919
Si	-0.0941	2.8263	6.2516	0.0251	-0.0197	-0.0112
Si	5.52	2.8388	6.123	0.0601	-0.02	0.0575
Si	2.7316	5.5606	6.1487	-0.073	0.0419	-0.0091
Si	8.2501	5.6359	5.9343	0.0492	-0.0202	0.0184
Si	0.1248	8.2702	6.3161	-0.0533	0.1273	-0.0298
Si	5.4809	8.3256	6.2294	-0.0384	0.0317	0.018
Si	4.3999	1.1659	7.36	0.0287	0.0585	0.014
As	9.6924	1.1543	7.6942	0.3813	-0.2678	-0.0962
Si	1.1222	4.4734	7.4996	-0.0289	-0.0641	-0.1134
Si	6.6476	4.6098	7.261	0.0644	0.0035	0.3513
Si	4.2826	6.7225	7.5355	0.1342	-0.0472	0.2256
Si	9.7476	6.6443	7.4777	-0.026	0.0124	-0.0355
As	1.2978	9.9902	7.8089	-0.2944	0.204	-0.1018
Si	6.7139	9.9922	7.4342	0.0061	-0.009	0.0181
O	9.5864	1.237	23.9889	0.0076	0.0135	-0.0195
O	4.1089	6.8034	23.9514	0.0025	0.0127	-0.0158
O	4.019	1.2448	24.0374	-0.0012	-0.0086	-0.0167
O	9.5437	6.7049	23.9026	-0.0011	-0.0053	-0.0141
O	-0.056	5.539	8.0006	0.031	0.0065	0.0642
O	5.553	0.1269	7.9577	-0.0338	-0.0187	-0.0927
O	5.5323	5.6791	7.8712	-0.1308	-0.0826	-0.3006
O	7.5791	4.2698	8.5704	-0.046	-0.0409	-0.031
O	8.7791	7.1092	8.743	-0.0072	0.0269	0.0487
O	2.4719	9.5142	9.136	0.1505	-0.1385	0.1166
O	8.3593	1.7516	8.8079	-0.1736	0.1975	0.1567
O	7.6324	9.4957	8.7158	-0.018	-0.0018	0.0211
O	3.5654	1.8243	8.6094	0.0292	-0.0067	0.0035
O	3.6126	7.1518	9.0018	0.0171	-0.0244	-0.0445
O	1.9723	3.9572	8.8189	0.0486	-0.0224	0.0699
O	8.146	3.4926	23.3711	-0.009	0.0097	-0.0253
O	0.4573	4.9387	22.9562	0.0061	-0.0187	-0.0311
O	1.9106	2.7521	23.2532	-0.015	0.0055	-0.0315
O	5.8386	4.9118	23.1234	0.013	-0.0105	-0.0319
O	5.5295	9.993	23.5083	0.0072	-0.011	-0.0222
O	2.452	8.6925	23.0312	-0.0095	0.0113	-0.0284
O	0.1943	10.0632	23.0954	0.0141	-0.0068	-0.0335
O	7.7946	8.5789	23.0873	-0.0176	0.0106	-0.0371
Si	8.6682	7.6891	18.4523	-0.0013	0.0005	0.025
Si	8.8174	6.3432	13.6094	0.0038	0.0073	0.0126
Si	3.8141	1.5477	14.7526	0.0025	-0.0055	0.0249
Si	2.1401	5.7425	17.641	-0.0016	-0.0009	0.0266
Si	2.4197	3.1399	19.4986	-0.0037	0.0015	0.0282
Si	9.8728	9.0344	12.0818	-0.0045	0.0079	-0.0334
Si	1.3365	9.418	22.0863	0.0008	-0.0002	0.0508
Si	9.2249	0.9637	13.2349	-0.0024	-0.0047	0.0017
Si	1.4086	5.0565	13.0413	0.0018	0.0013	0.021
Si	1.8417	8.2406	12.8449	-0.0098	0.0164	-0.0176
Si	6.6578	9.5535	22.4357	0.0067	-0.0101	0.0495
Si	4.5389	4.6091	15.7378	0.004	0.0027	0.0272
Si	8.0824	3.1407	9.6097	-0.0507	-0.0359	-0.2701
Si	0.847	8.2412	19.2748	0.0004	0.0036	0.0294
Si	6.9587	1.3504	21.1031	0.0008	-0.0011	0.0317
Si	8.2873	8.3566	9.6835	-0.019	-0.015	-0.0752
Si	10.8984	5.1896	15.6133	0.0016	-0.0035	0.024
Si	7.5907	9.5048	16.3411	0.0002	0.0005	0.0242
Si	9.9394	2.0573	20.3132	-0.0002	-0.0001	0.0304
Si	3.3536	8.4508	9.9917	0.0054	0.0855	-0.1281
Si	6.7062	3.3385	17.4231	0.0013	0.0004	0.0253
Si	1.1713	0.2065	19.8149	0.0011	-0.003	0.0276
Si	3.1976	2.813	12.3272	0.0104	-0.0143	-0.0044
Si	7.2292	5.384	19.694	-0.0001	-0.0023	0.0303
Si	5.8678	8.6882	11.6066	-0.0215	0.0105	-0.0493
Si	5.7981	6.1169	13.2604	0.0019	-0.0017	-0.0071
Si	4.655	9.7013	17.6472	0.0007	-0.0029	0.025
Si	1.0293	3.6017	22.1812	0.0006	0.0077	0.0536
Si	4.9043	1.4822	18.8124	0.0026	-0.0013	0.027
Si	3.1291	3.073	9.5424	0.0049	-0.0156	-0.0633
Si	6.497	10.8547	13.8183	0.0054	-0.0065	0.0038
Si	10.3815	0.1127	16.0074	-0.0006	0.0045	0.0184
Si	5.5661	3.7406	11.1907	0.0338	0.0003	-0.0302
Si	9.8573	3.8737	11.8978	-0.0357	-0.0102	-0.0325
Si	2.3726	9.9197	15.5756	-0.0011	-0.003	0.0238
Si	6.0895	8.1103	19.8167	-0.0005	0.0037	0.0311
Si	6.943	3.9719	22.3835	-0.004	0.0051	0.0448
Si	9.765	2.775	17.3863	-0.0003	0.0001	0.0265
O	7.2386	6.3567	13.9965	-0.0029	-0.0022	-0.0095
O	1.8837	7.0518	18.6898	0.0032	-0.0051	-0.0098
O	10.2904	4.0376	16.5471	0.0001	0.0047	-0.0128
O	6.1892	9.9624	17.0837	0.0031	-0.0017	-0.0114
O	10.2004	0.6943	14.5025	0.0036	-0.0021	-0.004
O	8.454	6.1056	18.8627	0.0021	0.0022	-0.0095
O	5.2032	0.7177	14.4375	-0.0011	0.0025	-0.0086
O	5.7226	2.0494	17.5298	0.0015	0.0022	-0.0116
O	8.3558	1.9435	20.5692	0.0058	0.0007	-0.0101
O	1.9859	4.2915	18.4116	0.0005	0.0034	-0.012
O	6.893	2.9371	10.7072	-0.0205	0.028	0.0367
O	4.831	2.741	12.2464	-0.0101	0.0066	-0.0039
O	6.0441	4.3924	16.3677	-0.0006	-0.0004	-0.0121
O	4.4673	3.9562	9.9639	-0.0146	0.0039	0.0096
O	10.6981	2.7704	21.5726	-0.0071	-0.0083	-0.0206
O	9.7447	6.1401	14.9502	0.002	-0.0016	-0.0031
O	6.0182	6.4747	19.8532	0.0015	-0.0008	-0.0095
O	4.0933	0.1625	18.3043	0.0003	-0.0014	-0.0105
O	9.303	10.5476	12.3167	-0.0039	0.0036	0.0097
O	2.8401	4.3616	12.7318	-0.0029	0.0032	-0.0073
O	1.9172	10.7018	21.2226	0.0003	0.0059	-0.0207
O	3.9984	2.7214	19.3903	0.0023	-0.002	-0.0092
O	0.7634	10.0422	16.0051	0.0012	-0.0008	-0.0104
O	1.2807	9.7991	18.8513	0.0003	-0.0021	-0.0126
O	1.7185	1.6598	19.2851	0.0016	0.0006	-0.0096
O	8.9685	10.3859	16.5282	-0.0008	-0.0026	-0.0092
O	4.8892	8.5741	18.8106	-0.0028	0.0015	-0.0133
O	9.6449	8.8091	10.4748	-0.0018	0.0038	0.0272
O	6.7571	4.0715	18.8749	-0.0004	-0.0042	-0.0133
O	2.8315	1.7151	13.4439	-0.001	0.0016	-0.0021
O	5.8381	8.7605	21.2802	-0.0042	-0.008	-0.0271
O	2.4961	2.4334	10.9093	0.0038	0.0045	0.0124
O	7.6313	4.8464	21.1837	0.0028	0.0073	-0.0246
O	5.2993	7.5653	12.6662	0.0009	-0.013	0.0107
O	0.4992	9.0679	12.4717	0.0194	-0.0163	0.0082
O	7.6397	1.0823	13.6309	-0.0057	0.0008	-0.0032
O	7.1302	9.654	14.7723	0.0015	-0.0024	-0.0059
O	8.971	5.0213	12.6517	0.0096	0.002	0.001
O	8.105	8.0351	16.9259	-0.0013	0.0026	-0.0125
O	6.2201	2.5732	21.9142	0.0011	-0.0079	-0.0148
O	2.478	9.0573	14.148	0.005	0.0015	-0.0083
O	0.4246	4.5063	11.8588	0.0076	0.0073	0.0002
O	0.8203	8.3116	20.947	-0.0015	-0.0058	-0.0221
O	9.4185	3.7068	10.3418	0.0219	0.0202	0.0468
O	9.7153	2.382	12.5779	0.0018	0.0064	0.0001
O	7.6344	8.55	19.4121	0.0052	-0.002	-0.01
O	2.676	8.1184	11.4458	-0.0095	-0.0104	0.0341
O	3.9891	3.0705	15.3919	-0.0005	0.0004	-0.0124
O	0.8279	4.4587	14.4437	-0.0039	0.0051	-0.0089
O	10.0587	3.0031	18.9783	0	0.0015	-0.0176
O	9.205	7.7884	12.9288	-0.002	-0.0116	0.0045
O	10.519	0.5359	20.0914	0.002	-0.0011	-0.0096
O	5.9307	5.1291	11.9542	-0.0025	0.0126	0.0206
O	8.1646	2.7307	17.0346	0.0005	0.0003	-0.0101
O	3.5495	5.4785	16.7657	0.0005	-0.0002	-0.0112
O	4.8091	9.0643	10.4185	0.0325	-0.0251	0.0604
O	1.5185	6.6737	13.2225	0.0033	-0.0093	-0.0114
O	4.7693	5.5322	14.3964	-0.004	-0.0036	-0.0038
O	2.0541	3.8538	20.9287	0.0082	-0.0034	-0.0252
O	10.5698	1.4107	16.9827	0.0011	-0.0001	-0.01
O	0.9612	6.06	16.5537	-0.0036	-0.0016	-0.0107
O	7.3431	10.9492	21.944	0.0006	0.0101	-0.0152
O	5.9409	0.9155	19.928	-0.0085	-0.0018	-0.0173
O	6.1557	10.0845	12.4137	0.0047	0.0091	0.0167
O	2.8925	0.5375	15.6318	0.0007	0.0018	-0.0101
O	7.1735	8.0277	10.8431	-0.0153	0.0059	0.0293
O	10.2521	8.0083	18.7025	-0.0023	-0.0019	-0.0097
O	3.4698	9.1864	16.6053	0.0034	0.0019	-0.0134

Results
free energy: -145378.581 eV
free energy less fixed offsets of As -4856.12, O -568.88, Si -635.61 eV per atom: 2.259 eV

The program warned: the cutoff lies below the one the program advises for these potential files; the forces do not sum to zero within the program's tolerance; the exchange-correlation potential is rough where the density is thin.
